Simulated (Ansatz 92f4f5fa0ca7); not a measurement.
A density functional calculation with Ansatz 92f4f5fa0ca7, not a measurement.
Periodic cell of 237 atoms, Si145O90As2, from a study of silicon, its oxide and their interface. The atomic structure is a simulated model.
Doubt: the cutoff is far below the 930 eV that the study's wrapper takes by default for these files, so forces and energies are approximate.
This geometry differs little from another in the collection (a relaxation step or a small displacement).

Settings
functional: PBE
potential files: Ansatz PAW
basis: plane waves
wave-function cutoff: 580 eV
density cutoff ratio: 5
exchange-correlation grid ratio: 1
k mesh: 1 x 1 x 1, Gamma-centred
self-consistency stop: 5e-08 eV per atom in the density residual
occupations: fixed
spin: none
net charge: 0

Cell vectors (angstrom)
a  11.6015  0  0
b  0  10.938  0
c  0  0  32.0622

Atoms and the computed forces on them: element, x, y, z (angstrom), force x, y, z (eV/angstrom)
Si  -0.1872  -0.064  23.2657  0.001  -0.0012  -0.0012
Si  3.6778  0.2132  23.0924  0.0001  0.0016  -0.0029
Si  7.5603  -0.1284  23.4357  -0.0005  -0.0008  -0.0032
Si  1.6922  1.3804  23.4077  0.0009  -0.0007  -0.0022
Si  5.7428  1.4131  23.1812  -0.0004  -0.0004  0.0004
Si  9.4532  1.2333  23.3564  -0.0001  0  -0.0045
Si  0.1738  5.3287  23.4416  -0.001  0.0002  -0.0068
Si  4.1292  5.3026  23.3826  0.0009  -0.0008  -0.0021
Si  8.0426  5.6129  23.5384  -0.0005  -0.0018  0.0018
Si  2.1714  6.6007  23.3673  0.0023  0.0028  -0.0024
Si  5.9763  6.7721  23.4686  0.0015  0.0011  -0.0058
Si  10.0148  6.8751  23.5908  0.0043  0.0028  -0.0029
Si  1.9093  2.6709  25.3741  -0.0005  0.0012  -0.0005
Si  5.8361  2.6591  25.2492  0.0003  -0.0006  -0.0009
Si  9.6401  2.6905  25.2581  -0.0006  -0.0016  0.0005
Si  11.6059  4.016  25.3708  -0.0001  0.002  0.0006
Si  3.8988  3.9789  25.3132  -0.0005  0.0003  -0.0001
Si  7.7493  4.0932  25.3333  0  -0.001  0.0018
Si  1.9816  8.1563  25.197  -0.0002  0.0019  0.0021
Si  5.7812  8.1724  25.3545  -0.0016  -0.0003  -0.0006
Si  9.718  8.2699  25.425  -0.0004  -0.0004  0.0003
Si  11.6463  9.5664  25.2602  0.0001  0.0005  -0.0013
Si  3.8725  9.5948  25.0662  0.0005  -0.0003  0.0001
Si  7.6964  9.5257  25.3979  0.0005  -0.0005  -0.0006
Si  11.6545  -0.0072  27.2061  -0.0007  -0.0001  0.0005
Si  3.905  -0.0515  27.1197  0.0011  -0.0002  -0.0009
Si  7.7618  -0.0129  27.2778  0.0006  -0.0008  -0.0002
Si  1.9893  1.3169  27.2732  0.0004  0.0007  0.0008
Si  5.8311  1.3258  27.202  -0.0004  0.0005  0.0001
Si  9.6997  1.3349  27.2053  0.0015  0.0011  -0.0007
Si  11.5967  5.472  27.2322  0.0014  0.0001  -0.0001
Si  3.8505  5.4236  27.2112  -0.0007  0.0015  0.0008
Si  7.716  5.4616  27.2578  0.0003  0  0.0005
Si  1.9422  6.829  27.1809  -0.0003  -0.0009  -0.0011
Si  5.7637  6.801  27.2645  0.0011  0.0007  0.0003
Si  9.6583  6.8171  27.2761  -0.0004  0.0019  0.001
Si  1.9473  2.7256  29.172  -0.0016  0.0008  0.0011
Si  5.7963  2.7112  29.1401  -0.0001  0.0005  0.0002
Si  9.6824  2.7241  29.1424  0.0006  0.0006  0.0001
Si  0.0127  4.0974  29.1611  0.0018  0.0016  -0.0009
Si  3.8703  4.0895  29.1652  0.0013  -0.0005  -0.0002
Si  7.733  4.0798  29.1711  0.0003  0.0006  -0.0008
Si  1.9463  8.1872  29.1381  0.0012  -0.0011  -0.0003
Si  5.7933  8.1927  29.1722  0.0019  -0.0016  -0.001
Si  9.6749  8.2049  29.1835  0.0005  -0.0033  0.0005
Si  0.0134  9.5608  29.149  0.0001  0.0008  -0.0011
Si  3.8747  9.5695  29.1216  -0.0014  0.0014  -0.0007
Si  7.7348  9.5494  29.1877  -0.0003  0.0005  0.0015
Si  0  0  31.0965  0.0319  0.0337  -0.0738
Si  3.8672  0  31.0965  -0.0123  0.0252  -0.206
Si  7.7343  0  31.0965  -0.0353  0.0522  0.105
Si  1.9336  1.3673  31.0965  -0.0066  -0.0729  0.0801
Si  5.8008  1.3673  31.0965  0.003  0.0055  -0.1387
Si  9.6679  1.3673  31.0965  0.0034  -0.0573  -0.0978
Si  0  5.469  31.0965  0.0201  -0.0292  -0.0285
Si  3.8672  5.469  31.0965  0.026  0.0294  -0.019
Si  7.7343  5.469  31.0965  -0.0206  -0.0459  -0.0156
Si  1.9336  6.8362  31.0965  -0.0071  -0.0281  -0.0901
Si  5.8008  6.8362  31.0965  -0.0336  -0.0675  0.084
Si  9.6679  6.8362  31.0965  0.0546  -0.1493  0.1388
Si  1.9336  2.7345  0.9679  -0.0281  0.0231  0.0908
Si  5.8008  2.7345  0.9679  -0.0458  0.0023  -0.1921
Si  9.6679  2.7345  0.9679  0.0316  0.0178  0.0403
Si  0  4.1018  0.9679  -0.0945  0.0586  -0.0547
Si  3.8672  4.1018  0.9679  0.0098  0.0377  0.1091
Si  7.7343  4.1018  0.9679  0.0808  0.0777  0.0641
Si  1.9336  8.2035  0.9679  0.0352  0.0227  -0.0941
Si  5.8008  8.2035  0.9679  0.0087  0.1253  -0.0884
Si  9.6679  8.2035  0.9679  -0.0765  0.0652  0.2298
Si  0  9.5708  0.9679  -0.0092  0.046  0.2431
Si  3.8672  9.5708  0.9679  -0.1621  -0.1393  -0.0315
Si  7.7343  9.5708  0.9679  0.0847  -0.0548  -0.0025
Si  11.5966  0.0038  2.9459  0.0021  -0.0081  0.0064
Si  3.8144  -0.0055  2.9045  0.012  0.0053  -0.0042
Si  7.7468  -0.0059  2.9021  -0.0002  0.003  -0.0008
Si  1.9079  1.405  2.9291  0.001  -0.0073  0.0016
Si  5.7762  1.2848  2.8144  -0.0059  0.0073  0.0088
Si  9.6608  1.3722  2.9127  -0.0004  -0.0024  0.0058
Si  11.5643  5.5087  2.8716  0.005  -0.0125  -0.0159
Si  3.8731  5.4926  2.9061  0.0026  -0.0034  0.0019
Si  7.7339  5.5114  2.8896  0.0024  -0.0021  -0.0053
Si  1.9123  6.8262  2.8873  0.0019  0.0032  0.0001
Si  5.8061  6.8515  2.8863  -0.0024  0.0093  -0.0077
Si  9.6672  6.9109  2.9796  -0.005  0.0071  -0.0115
Si  1.8753  2.8788  4.8077  -0.0008  0.0088  -0.0071
Si  5.7079  2.5987  4.7205  0.0191  0.0101  -0.0076
Si  9.5747  2.7978  4.8102  0.0127  -0.007  -0.0002
Si  11.4955  4.1962  4.8118  0.0048  0.005  0.0151
Si  3.8865  4.1096  4.8275  -0.0068  0.0047  -0.0154
Si  7.5718  4.0087  4.7073  -0.0043  0.0219  0.0151
Si  1.8919  8.1646  4.8263  0.007  -0.0026  -0.0044
Si  5.8187  8.2716  4.7739  0.0025  0.0015  -0.0022
Si  9.6985  8.2806  4.9677  -0.0389  -0.0498  0.0275
Si  11.6396  9.6626  4.9719  -0.0008  0.0058  0.0145
Si  3.8241  9.495  4.8028  -0.0139  -0.005  0.0003
Si  7.7628  9.6492  4.8902  -0.0025  -0.0076  -0.0015
Si  11.6681  0.352  6.8148  -0.0309  -0.0408  0.1324
Si  3.7817  -0.0518  6.6806  0.0198  -0.0014  0.0055
Si  7.7883  0.0484  6.8934  0.0104  -0.0039  0.0001
Si  2.1129  1.5559  6.7215  -0.0085  -0.0117  0.0149
Si  5.7463  1.2342  6.66  -0.0116  -0.0133  -0.0028
Si  9.6718  1.56  6.8153  0.0057  -0.008  0.0065
Si  11.4828  5.5864  6.7386  -0.0358  -0.0021  -0.0302
Si  3.9145  5.4354  6.8188  -0.013  -0.0029  -0.0056
As  7.6583  5.5555  6.5268  0.0315  -0.033  -0.0246
Si  1.939  6.7258  6.7151  -0.0145  -0.0096  -0.025
Si  5.7483  6.9602  6.7123  -0.0037  -0.0068  -0.0325
As  9.7216  7.19  7.2398  0.0315  0.0664  0.0685
O  10.8484  8.1973  8.3848  0.1067  0.3041  0.0451
O  7.834  9.8973  8.1835  0.0023  0.0156  -0.0058
O  7.2202  4.6223  8.051  0.0076  0.0164  -0.0419
O  3.3892  10.3766  8.2367  0.0031  0.001  -0.0028
O  2.1398  7.6679  8.0501  0.0202  0.025  0.0556
O  4.0105  4.5953  8.2663  0.0039  0  -0.0068
O  9.7699  2.4933  8.2012  -0.0051  0.0035  -0.0012
O  2.6437  2.3647  8.109  0.0009  -0.0036  -0.0052
O  11.4207  4.5791  8.0468  0.0129  -0.0181  0.0222
O  5.3816  2.3663  7.8115  0.0053  0.0091  0.0045
O  6.0393  7.8987  8.0536  -0.026  0.0159  0.0162
O  11.4423  10.8074  8.3855  -0.0127  -0.1036  -0.0335
O  11.2873  10.0799  21.7901  0.0002  0.0007  0.0014
O  3.2416  10.7435  21.5088  0.0003  0.0012  0.0022
O  5.7918  7.7737  22.1477  0.0015  0  0.001
O  4.228  4.4556  21.9317  0.0014  0.0006  0.0018
O  7.6889  9.6947  22.1759  0.0006  0.0021  0.0026
O  10.2995  7.6764  22.1651  -0.001  0.0014  0
O  1.6186  2.4072  22.1048  0.0002  0.0007  0.0008
O  5.9557  2.4492  21.8742  0.0011  0.0006  0.0013
O  8.4673  4.7281  22.194  -0.0004  0.0014  0.0028
O  -0.0428  4.4736  22.0115  0.0045  0.002  0.0014
O  2.3588  7.4247  21.9428  -0.0014  0.0006  -0.0005
O  9.1445  1.9055  21.8673  0.0001  -0.0015  0.0053
Si  2.1175  7.961  9.6352  -0.0012  0.0015  -0.0023
Si  5.0554  0.6052  17.6609  0.0029  0.0002  -0.0026
Si  2.5104  5.4752  13.9869  -0.0013  0.0032  -0.0072
Si  10.6492  3.8711  14.0328  -0.0004  0.004  -0.0079
Si  8.3261  2.4274  15.2483  -0.0016  -0.0024  -0.0038
Si  9.558  2.2591  20.3369  0.0016  0.0002  -0.0047
Si  10.4915  3.7009  9.0519  0.0095  -0.0136  0.0126
Si  0.0853  2.3551  11.5644  -0.0032  -0.0033  -0.0035
Si  11.0484  8.1607  15.3842  -0.002  -0.0019  -0.0064
Si  5.1912  6.9615  13.9565  0.0032  0.003  -0.0066
Si  5.7959  2.6646  11.1101  -0.0206  -0.0093  0.0298
Si  8.5876  7.6853  19.3638  0.0033  0.0024  -0.0043
Si  8.1297  4.8636  20.6104  0.0004  -0.0004  -0.0006
Si  5.9372  9.6182  15.1721  0.0013  0.0001  -0.0065
Si  2.1252  7.6548  20.3515  -0.0009  0.0023  -0.0015
Si  1.9656  4.9084  18.7871  0.0033  0.0012  0.0021
Si  4.528  3.4643  17.9951  0.0021  -0.0006  -0.0032
Si  8.521  8.9593  16.7893  0.0023  0.0013  -0.0004
Si  0.878  9.562  13.377  0.004  0.0001  -0.0034
Si  9.9863  10.73  11.8275  0.0009  -0.0001  -0.0032
Si  5.3641  3.7165  21.0051  0.0002  -0.0002  -0.0051
Si  0.6159  5.5521  16.2518  0.0013  0.0042  -0.0045
Si  11.201  9.4774  9.2973  -0.1083  -0.1426  -0.1612
Si  6.5755  8.9031  21.2745  -0.0005  -0.0006  -0.002
Si  7.1362  7.1243  11.4394  0.0071  0.0021  0.0167
Si  2.725  0.7556  12.175  -0.0053  0.0022  0.0062
Si  10.8906  8.6806  21.0304  0.0014  -0.0034  -0.0013
Si  6.0684  4.3504  15.6069  0.0024  0.0017  -0.003
Si  7.122  0.5224  12.9759  0.0056  -0.0076  0.0042
Si  4.091  2.9857  8.5935  -0.0069  -0.0045  0.0125
Si  0.906  6.8433  11.8863  -0.01  -0.0038  0.0004
Si  6.7041  9.0503  9.0276  0.0202  -0.0056  0.0344
Si  0.6848  3.2989  21.1241  0.0021  0.0015  -0.0031
Si  9.8524  6.536  12.855  0.005  0.0005  -0.0128
Si  7.6676  4.5919  9.6194  -0.0205  0.0068  0.0595
Si  3.9949  10.0941  20.1991  0.0045  0.0005  -0.0033
Si  4.2897  3.0907  13.5034  0.0034  0.0022  -0.0016
Si  4.0036  10.0386  9.7229  0.0009  -0.005  0.0064
Si  8.0835  0.819  18.0137  -0.0026  -0.0029  -0.0004
O  11.6538  3.2278  12.9331  0.0031  0.0008  0.0047
O  9.2978  4.5919  9.7334  0.0129  0.0025  -0.0074
O  8.811  3.6153  19.845  0  -0.0002  0.0008
O  4.0655  -0.0418  18.7886  -0.002  -0.0019  0.0045
O  11.3788  4.532  15.3191  0.0049  0.0023  0.0042
O  10.1094  9.8374  10.4664  0.057  -0.0193  -0.0971
O  3.7883  1.5997  13.0853  0.0034  -0.0013  0
O  0.7162  9.0809  14.9292  0.004  0.0006  0.0093
O  6.4961  1.012  18.341  0.0017  -0.0012  -0.0004
O  4.7868  3.1799  19.587  0.003  0.002  0.0057
O  6.3122  1.2388  11.7438  -0.0037  -0.0081  -0.0012
O  1.0585  9.1629  9.9806  -0.0157  -0.0271  -0.0263
O  5.6838  4.3272  17.205  -0.0005  -0.0005  0.0017
O  8.4526  7.1336  12.367  0.0065  -0.0013  0.0175
O  4.4445  2.6421  10.1544  -0.0174  0.004  -0.0185
O  2.0851  5.7179  15.5414  -0.003  0.001  0.0052
O  3.5131  0.0396  10.9437  0.0073  -0.0023  -0.008
O  5.9163  7.2316  12.5147  -0.0044  0.0002  0.0043
O  2.343  6.3526  19.4191  -0.001  -0.0006  0.0014
O  0.6995  4.9806  17.7693  0.0022  -0.0004  0.0038
O  8.4535  10.7153  12.3829  -0.0008  0.0023  0.0017
O  5.6126  10.1579  9.5192  -0.008  0.0017  -0.0004
O  0.5963  8.1764  20.2009  0.0068  -0.0029  0.0048
O  9.8038  2.6309  14.637  0.0013  -0.0003  0.0043
O  2.0629  10.6529  13.238  0.0041  0.0027  -0.0013
O  9.9626  9.1317  16.0783  0.0017  0.001  -0.0001
O  6.1588  10.3867  13.7444  -0.0041  -0.003  0.0045
O  7.4932  1.601  14.132  0.0072  0.0054  0.0064
O  1.674  3.9035  20.0102  -0.0019  0.0023  -0.0004
O  5.9143  5.816  14.8945  0.0019  -0.0022  0.0024
O  7.3603  8.98  15.6623  -0.0021  0.0005  -0.0011
O  1.5429  1.6438  11.4973  0.0059  -0.0017  -0.0025
O  7.2564  8.3716  10.3931  -0.0097  0.0325  -0.0272
O  4.3337  2.0127  17.2613  0.0006  0.0016  0.0004
O  7.0648  3.2271  10.2742  0.0363  0.014  -0.0262
O  11.5246  7.0134  16.424  0.0039  -0.0061  0.0031
O  8.3048  10.1807  17.8047  0.0023  0.0007  0.0001
O  3.5977  8.4922  10.0771  -0.0069  0.0178  -0.0081
O  7.6228  3.8813  15.4795  0.0005  0.0009  0.0015
O  3.1836  4.3493  17.8858  -0.0005  0.0011  0.0036
O  2.9344  3.9462  13.6895  0.0036  -0.0045  0.0017
O  1.3293  8.2808  12.4994  0.0083  -0.0027  -0.0013
O  1.2435  5.7265  13.0061  0.0028  0.0002  0.0031
O  5.0029  8.3304  14.8292  0.0004  0  0.0029
O  11.1797  2.408  20.3207  0.0018  0.0019  0.0003
O  11.0184  10.1394  12.9394  -0.0004  0.0014  0.0037
O  5.3232  3.6353  12.3464  -0.0022  -0.0001  0.0054
O  5.1181  3.2199  14.895  -0.0006  0.0005  0.0016
O  6.4977  4.819  20.5596  0.0004  -0.0013  0.001
O  8.4627  1.6406  16.6639  0.0001  0.0009  -0.0011
O  10.4204  1.3305  11.5336  0.0009  0.0057  0.0009
O  10.9089  6.7077  11.6142  0.0041  -0.0042  0.0115
O  3.242  8.7089  19.8312  -0.0067  -0.0041  0.003
O  1.7268  6.625  10.4938  0.0103  0.0077  -0.0108
O  7.1733  8.2109  19.9506  -0.0038  0.0037  0.002
O  8.5011  7.6194  17.7322  -0.0002  -0.0013  0.002
O  3.6957  6.4818  13.571  0.0005  -0.0014  0.0015
O  9.6891  4.9762  13.301  0.0018  -0.0028  0.0018
O  5.523  9.9971  20.7368  -0.0035  -0.0009  0.0004
O  10.3672  7.4227  14.1076  0.0035  0.0012  0.0064
O  8.7865  6.1762  19.928  0.0009  0.0002  -0.0008
O  7.0351  5.7985  10.5084  -0.0022  -0.0385  -0.0316
O  5.2785  10.5692  16.3481  -0.0001  0.0009  0.0018
O  9.0566  1.1533  19.268  0.0022  0.0038  0.0027
O  11.52  3.249  10.2189  0.0039  0.0002  -0.0052
O  9.7484  8.7216  19.8684  0.0026  0  0.0023

Results
free energy: -153071.150 eV
free energy less fixed offsets of As -4856.12, O -568.88, Si -635.61 eV per atom: 3.740 eV

The program warned: the cutoff lies below the one the program advises for these potential files; the exchange-correlation potential is rough where the density is thin.
